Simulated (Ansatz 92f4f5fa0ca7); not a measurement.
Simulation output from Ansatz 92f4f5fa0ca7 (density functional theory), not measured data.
Periodic cell of 225 atoms, Si132O91P2, from a study of silicon, its oxide and their interface. The atomic structure is a simulated model.
Doubt: the cutoff is far below the 930 eV that the study's wrapper takes by default for these files, so forces and energies are approximate.

Settings
functional: PBE
potential files: Ansatz PAW
basis: plane waves
wave-function cutoff: 580 eV
density cutoff ratio: 5
exchange-correlation grid ratio: 1
k mesh: 1 x 1 x 1, Gamma-centred
self-consistency stop: 5e-08 eV per atom in the density residual
occupations: fixed
spin: none
net charge: 0

Cell vectors (angstrom)
a	10.938	0	0
b	0	10.938	0
c	0	0	31.9494

Atoms and the computed forces on them: element, x, y, z (angstrom), force x, y, z (eV/angstrom)
Si	10.6261	0.0019	24.4206	0.013	0.0274	-0.0259
Si	5.0804	0.1274	24.6619	-0.0126	0.0098	0.0077
Si	2.826	2.2947	24.5349	0.0008	-0.0124	-0.023
Si	8.569	2.4367	24.568	0.0077	-0.0054	-0.0047
Si	10.7134	5.5924	24.3357	-0.0331	-0.0185	0.0093
Si	5.1602	5.6141	24.4533	-0.0209	0.0169	-0.0304
Si	2.9887	7.954	24.4095	0.009	0.0005	0.0186
Si	8.4217	7.8359	24.4192	0.0027	-0.0392	-0.0186
Si	1.2944	1.131	25.8397	0.0133	-0.005	0.0489
Si	6.8156	1.3281	25.7484	0.0276	0.0023	-0.0239
Si	3.9893	4.0111	25.738	0.0053	0.0212	-0.0091
Si	9.6885	4.0263	25.8498	0.0289	0.0106	0.0103
Si	1.3408	6.7939	25.6771	0.0282	0.0162	-0.0292
Si	6.8082	6.7229	25.7495	0.0077	0.013	0.0298
Si	4.0027	9.4718	25.9543	0.0032	-0.0033	0.0239
Si	9.4854	9.4428	25.8069	0.0177	0.0175	-0.0059
Si	2.6395	-0.1307	27.2971	-0.034	-0.0248	0.0168
Si	8.1481	-0.063	27.1516	-0.0811	-0.0351	0.0011
Si	0.0842	2.6627	27.2091	0.0147	0.0188	0.0086
Si	5.4595	2.7287	27.1182	0.0237	0.0046	-0.0218
Si	2.6743	5.4206	27.1154	-0.0403	-0.0456	-0.0288
Si	8.199	5.3754	27.138	-0.0253	-0.025	-0.0295
Si	0.02	8.1591	27.1347	-0.0205	-0.0242	-0.0216
Si	5.517	8.1467	27.1792	0.0033	0.0128	-0.0036
Si	4.0951	1.3406	28.4975	-0.075	-0.0737	0.049
Si	9.5458	1.3277	28.501	0.0354	0.0423	0.034
Si	1.3988	4.0713	28.5743	-0.1105	-0.004	-0.0827
Si	6.8165	4.0662	28.5324	-0.0108	0.0148	-0.0226
Si	4.0873	6.7786	28.4827	0.0259	0.0769	0.0598
Si	9.5657	6.7884	28.4774	-0.0481	0.0126	0.0868
Si	1.2892	9.4762	28.6449	0.1012	0.1113	-0.2124
Si	6.8304	9.5369	28.5728	-0.0127	0.0028	-0.0817
Si	-0.0315	-0.0059	29.9166	-0.0216	0.0803	0.0393
Si	5.4619	-0.0049	29.8969	0.0087	0.0326	0.0022
Si	2.7674	2.7183	29.9069	0.0257	-0.0784	0.0138
Si	8.1985	2.7171	29.8877	0.0438	-0.0107	0.0153
Si	-0.0062	5.4545	29.8906	0.0595	0.0284	-0.0039
Si	5.462	5.4559	29.8891	0.0117	0.0155	0.0078
Si	2.7514	8.1615	29.9066	0.0905	-0.0899	0.0373
Si	8.2271	8.1785	29.8912	0.0348	-0.0527	-0.0036
Si	1.3673	1.3673	31.2657	0.059	0.0057	-0.0962
Si	6.8362	1.3673	31.2657	0.0085	-0.0655	-0.0121
Si	4.1018	4.1018	31.2657	0.1006	-0.073	0.0758
Si	9.5708	4.1018	31.2657	-0.0734	-0.1148	-0.0701
Si	1.3673	6.8362	31.2657	-0.0282	-0.2086	0.0391
Si	6.8362	6.8362	31.2657	0.0518	-0.0308	-0.1538
Si	4.1018	9.5708	31.2657	-0.0186	-0.0322	-0.0253
Si	9.5708	9.5708	31.2657	-0.161	-0.1382	0.1512
Si	2.7345	0	0.6835	0.0194	0.1076	-0.0285
Si	8.2035	0	0.6835	-0.0647	0.0178	-0.1654
Si	0	2.7345	0.6835	0.1147	0.0996	0.0015
Si	5.469	2.7345	0.6835	-0.0947	0.1339	0.1238
Si	2.7345	5.469	0.6835	-0.0552	-0.112	-0.0421
Si	8.2035	5.469	0.6835	-0.0836	0.179	-0.017
Si	0	8.2035	0.6835	0.0243	0.0986	0.0901
Si	5.469	8.2035	0.6835	0.1498	0.0919	0.0966
Si	4.0871	1.3817	2.0711	0.0082	-0.0357	0.012
Si	9.5814	1.3582	2.0286	0.0743	-0.0413	-0.0062
Si	1.3617	4.1242	2.0632	-0.1178	0.0374	-0.0018
Si	6.8166	4.1424	2.0416	-0.0722	0.0247	-0.0719
Si	4.0978	6.8352	2.0377	0.0093	0.0455	-0.0342
Si	9.5656	6.848	2.0654	0.0739	-0.0205	-0.0023
Si	1.3742	9.5937	2.0446	-0.1007	0.0095	-0.0202
Si	6.8362	9.6139	2.0549	-0.1248	0.0692	-0.0014
Si	0.024	0.0309	3.4365	-0.0033	-0.0059	-0.0399
Si	5.4711	0.0358	3.4534	0.0269	0.0076	-0.1123
Si	2.7038	2.7604	3.4427	0.0936	-0.0338	0.0635
Si	8.2337	2.7826	3.3075	-0.0934	-0.0231	0.1584
Si	0.0177	5.5099	3.4585	-0.0513	-0.0142	-0.1798
Si	5.4598	5.5193	3.44	0.0539	-0.053	0.015
Si	2.7496	8.2308	3.3713	0.0668	-0.0149	0.0183
Si	8.24	8.295	3.4066	-0.0024	-0.1438	0.0934
Si	1.3256	1.4121	4.8529	0.0654	-0.0911	0.1781
Si	6.8873	1.4834	4.709	0.0413	-0.0795	-0.0312
Si	4.0604	4.1481	4.7999	0.1002	0.0187	0.0717
Si	9.563	4.0883	4.7405	0.1685	0.0637	-0.061
Si	1.3684	6.9586	4.7773	-0.1249	-0.0512	-0.0373
Si	6.8329	6.9788	4.7467	-0.0306	0.041	0.0402
Si	4.0975	9.5585	4.7757	-0.0362	0.1827	0.0392
Si	9.6522	9.6032	4.8396	0.0004	0.1928	0.1506
Si	2.7074	-0.047	6.1549	0.0857	-0.0207	-0.2689
Si	8.3148	0.1836	6.0736	-0.0533	0.0449	-0.0946
Si	-0.1055	2.7553	6.2565	-0.0898	0.178	-0.0152
Si	5.5399	2.8153	6.1193	-0.0528	0.0516	-0.0708
Si	2.6855	5.5918	6.1216	0.0509	-0.1033	-0.06
Si	8.2853	5.6099	5.9646	-0.0742	0.0442	-0.0689
Si	0.1678	8.3419	6.3058	0.0437	-0.405	0.0056
Si	5.4976	8.3216	6.2311	0.0698	-0.0501	-0.0393
Si	4.3846	1.1489	7.3319	-0.0287	-0.0252	-0.0226
P	9.6525	1.259	7.632	-0.1124	-0.1314	0.1924
Si	1.1129	4.4535	7.4602	0.0578	-0.0543	0.1672
Si	6.6555	4.5855	7.279	-0.1827	0.0457	-0.1843
Si	4.2451	6.7292	7.5128	0.0704	-0.0843	-0.0912
Si	9.7988	6.6768	7.4494	-0.0386	0.0011	0.1421
P	1.3544	9.8467	7.7226	0.1841	0.6269	0.3837
Si	6.7475	9.9969	7.4143	0.0028	-0.0649	-0.0439
O	9.5885	1.2437	23.9818	-0.0155	-0.0127	0.0093
O	4.1094	6.8068	23.9487	0.0055	-0.0243	-0.0003
O	4.0158	1.2423	24.0288	0.0002	0.0117	0.0081
O	9.5437	6.7081	23.8982	0.004	0.0078	-0.0008
O	-0.0284	5.5505	8.0012	-0.0497	0.01	-0.0424
O	5.5454	0.1001	7.8795	0.0038	0.0444	0.1032
O	5.3927	5.565	7.646	0.1169	0.0502	0.1632
O	7.4196	4.4251	8.7208	0.0681	-0.0705	-0.0318
O	8.8031	7.1586	8.6949	-0.0292	-0.0112	0.0002
O	2.5272	9.3791	8.8526	-0.2395	-0.0454	-0.0937
O	8.4006	1.9816	8.5231	0.0838	0.0159	-0.0228
O	7.614	9.5356	8.744	0.0137	-0.0004	-0.004
O	3.6124	1.7897	8.6241	-0.0129	-0.002	0.0253
O	3.7018	7.0801	9.0492	-0.1076	0.1043	-0.0026
O	2.012	3.9359	8.7589	-0.0338	0.0275	-0.0349
O	8.1372	3.4903	23.3652	0.0055	0.0005	0.0051
O	0.4567	4.94	22.9515	0.0038	0.0057	0.0036
O	1.9084	2.7515	23.2468	0.0076	-0.0147	0.0221
O	5.8281	4.9086	23.1159	0.0007	0.0005	0.011
O	5.5362	9.9996	23.497	-0.0296	0.0102	0.0377
O	2.4447	8.6896	23.0251	-0.0022	0.0056	-0.001
O	0.1901	10.0705	23.0848	0.004	-0.011	0.01
O	7.7949	8.5774	23.0736	0.0055	0.0024	0.0181
Si	8.667	7.6913	18.445	0.0031	-0.0018	-0.0078
Si	8.8072	6.3411	13.5995	0.0082	0.0329	0.0172
Si	3.8057	1.5432	14.728	-0.006	0.0029	-0.0024
Si	2.1366	5.7441	17.6297	0.0029	0.0049	-0.0044
Si	2.4228	3.1427	19.4932	-0.001	-0.0013	-0.0073
Si	9.8545	9.0388	12.0803	-0.0255	-0.0223	0.0363
Si	1.3329	9.4206	22.0802	-0.0018	-0.0072	-0.0063
Si	9.2056	0.9657	13.223	-0.0066	-0.0118	-0.0024
Si	1.4187	5.0664	12.9949	0.0291	-0.0129	0.0243
Si	1.8389	8.2694	12.79	-0.0414	0.0289	0.0495
Si	6.6608	9.5565	22.4242	0.0031	-0.0046	-0.0209
Si	4.5338	4.6042	15.7157	-0.0063	0.0002	0.0027
Si	8.0592	3.2024	9.5578	0.0946	0.0113	0.1352
Si	0.8462	8.2462	19.2643	0.0014	-0.0052	0.0013
Si	6.9602	1.3519	21.0884	-0.0018	0.0072	-0.0049
Si	8.2839	8.3704	9.6655	-0.0019	-0.0731	-0.0486
Si	10.9022	5.1908	15.5934	0.0041	-0.0059	0.0008
Si	7.5871	9.4946	16.3249	0.0022	-0.0018	-0.0024
Si	9.9396	2.0642	20.2975	-0.0015	-0.0033	-0.0047
Si	3.365	8.4502	9.9108	0.0786	-0.2237	0.1154
Si	6.7068	3.3459	17.4088	-0.0009	-0.0002	-0.0038
Si	1.1709	0.2099	19.8062	0.0012	-0.0048	-0.0007
Si	3.2001	2.8069	12.2964	-0.0027	-0.0068	-0.0355
Si	7.2257	5.3887	19.6874	0.0025	-0.0006	-0.0044
Si	5.8497	8.6706	11.5682	0.0344	0.0307	-0.0082
Si	5.7949	6.0881	13.222	0.0002	0.0025	0.0409
Si	4.653	9.7037	17.6262	-0.0014	-0.0019	-0.0004
Si	1.0299	3.6041	22.176	-0.006	0.0023	-0.0105
Si	4.9066	1.4839	18.7971	0.0028	-0.0004	0.0006
Si	3.1509	3.0572	9.5133	-0.0234	0.0583	-0.0222
Si	6.483	10.8332	13.8018	0.0237	0.0133	0.0075
Si	10.3792	0.1055	15.9845	0.0011	0.001	-0.0057
Si	5.5932	3.6915	11.1648	-0.0726	-0.0177	-0.0847
Si	9.8438	3.8727	11.8758	0.0209	-0.0009	0.0504
Si	2.3728	9.917	15.541	0.0011	0.0077	0.0056
Si	6.086	8.1178	19.8032	-0.0011	-0.0023	-0.0069
Si	6.9354	3.9714	22.3777	-0.0014	-0.0083	-0.002
Si	9.7689	2.769	17.3653	-0.0017	0.0029	0.0007
O	7.2242	6.3595	13.9702	0.0027	-0.0081	-0.0097
O	1.884	7.0573	18.6753	0.0024	-0.0019	0.001
O	10.3139	4.0086	16.502	0.0055	0.0009	-0.0029
O	6.1894	9.9624	17.067	-0.0024	0.0012	-0.0028
O	10.1907	0.7059	14.4859	-0.0116	0.0077	-0.0148
O	8.4557	6.1094	18.8617	-0.0012	-0.0014	0.0008
O	5.1852	0.6962	14.4129	0.0081	-0.0056	-0.0059
O	5.7281	2.0532	17.5167	0.0005	-0.0022	0.0013
O	8.3548	1.9501	20.55	0.0005	-0.0018	0.0017
O	1.9902	4.2966	18.4064	0.0005	-0.0044	-0.0001
O	6.907	2.8485	10.6702	0.037	-0.037	-0.0829
O	4.8333	2.7081	12.2186	0.0309	0.0072	0.0109
O	6.0376	4.3945	16.3508	0.003	-0.0017	-0.0006
O	4.4873	3.9386	9.9486	0.0604	0.0049	0.0102
O	10.698	2.7806	21.5547	0.0006	0.0015	0.0056
O	9.7348	6.1329	14.9399	-0.0005	-0.0015	0.0013
O	6.0159	6.4818	19.8398	-0.0005	0.0001	0.0018
O	4.094	0.1673	18.2802	0.0008	0.0005	-0.0018
O	9.2801	10.5502	12.3056	-0.008	-0.0017	-0.0009
O	2.8459	4.3597	12.6875	-0.0083	0.0133	0.0028
O	1.9164	10.7017	21.2126	-0.0016	0.0013	0.0045
O	4.0009	2.7229	19.376	0.0022	-0.0012	0.0002
O	0.7609	10.0324	15.9664	-0.0014	-0.0023	0.001
O	1.2795	9.8041	18.8384	-0.0003	0.0013	-0.0004
O	1.7207	1.6631	19.2771	0.0007	-0.0001	0.0008
O	8.9676	10.3725	16.4981	-0.001	0.0004	-0.0003
O	4.886	8.5788	18.7927	0.0019	-0.0019	0.0031
O	9.6296	8.8018	10.4802	0.0695	0.0336	0.0032
O	6.7565	4.0806	18.859	0.0004	-0.0001	0.0016
O	2.8233	1.7184	13.4191	-0.0015	0.0027	0.0118
O	5.8363	8.7688	21.266	0.0032	0.0009	0.007
O	2.4982	2.4323	10.8781	-0.0259	-0.0145	0.038
O	7.6215	4.848	21.1767	0.0005	-0.0003	0.0019
O	5.2725	7.5197	12.5975	-0.0309	0.0139	-0.0302
O	0.4754	9.0861	12.4854	0.0162	-0.0108	0.0014
O	7.6194	1.0701	13.62	-0.0087	0.0029	0.0014
O	7.1197	9.6357	14.7565	-0.0021	0.0021	-0.002
O	8.9709	5.0209	12.6421	-0.0045	-0.008	-0.0372
O	8.1008	8.0277	16.916	0.0014	0.0004	0.002
O	6.2179	2.5721	21.8997	0.0029	-0.0042	-0.0031
O	2.4914	9.0646	14.1024	0.0002	-0.006	-0.0018
O	0.4167	4.4946	11.8368	-0.0217	-0.0048	-0.0353
O	0.8186	8.3154	20.936	0.0006	0.0036	-0.0018
O	9.3965	3.7194	10.3185	0.0354	-0.0568	-0.0208
O	9.6884	2.3795	12.5495	0.0108	0.0379	-0.0048
O	7.6317	8.5567	19.3981	-0.0033	0.0005	0.0034
O	2.6133	8.2222	11.3475	-0.0108	0.0198	-0.0737
O	3.9899	3.0632	15.3692	0.0006	0.0003	-0.0023
O	0.852	4.5016	14.4145	-0.007	0.0033	0.0011
O	10.0612	3.0045	18.9564	0.0023	-0.0021	-0.0011
O	9.1922	7.7896	12.9267	0.004	-0.0041	-0.0037
O	10.519	0.5417	20.0803	-0.0003	0.0008	-0.0002
O	5.9683	5.0722	11.9417	0.0329	-0.0149	-0.0231
O	8.1675	2.7458	17.0139	-0.0004	-0.0007	0.0022
O	3.5379	5.4754	16.7371	-0.0023	0.0021	0.0021
O	4.7905	9.0966	10.3888	-0.0452	0.0039	-0.0615
O	1.5516	6.6872	13.128	0.009	0.0042	-0.0214
O	4.7653	5.5143	14.3641	-0.0017	0.0035	-0.0078
O	2.0587	3.8546	20.924	0.0027	0.0002	-0.0002
O	10.5629	1.394	16.9727	0.0009	-0.0013	0.0009
O	0.9476	6.0607	16.5516	-0.0022	-0.0021	-0.0016
O	7.3482	10.9502	21.9265	0.0034	-0.0037	0.0044
O	5.9416	0.9149	19.9127	-0.0015	-0.0018	-0.0011
O	6.1472	10.0511	12.4011	-0.0184	-0.0203	-0.0149
O	2.8771	0.5393	15.6059	-0.0002	-0.0035	-0.0011
O	7.1555	8.0067	10.8061	-0.0463	0.0186	0.0024
O	10.251	8.0135	18.6902	0.001	0.0002	-0.0003
O	3.4732	9.1902	16.5737	0.0003	-0.0008	0.0001

Results
free energy: -137177.741 eV
free energy less fixed offsets of O -568.88, P -755.39, Si -635.61 eV per atom: 1.639 eV

The program warned: the cutoff lies below the one the program advises for these potential files; the exchange-correlation potential is rough where the density is thin.
